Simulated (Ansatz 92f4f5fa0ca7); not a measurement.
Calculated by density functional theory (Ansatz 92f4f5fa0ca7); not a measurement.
Periodic cell of 211 atoms, Si125O78P8, from a study of silicon, its oxide and their interface. The atomic structure is a simulated model.
Doubt: the cutoff is far below the 930 eV that the study's wrapper takes by default for these files, so forces and energies are approximate.
This geometry differs little from another in the collection (a relaxation step or a small displacement).

Settings
functional: PBE
potential files: Ansatz PAW
basis: plane waves
wave-function cutoff: 580 eV
density cutoff ratio: 5
exchange-correlation grid ratio: 1
k mesh: 1 x 1 x 1, Gamma-centred
self-consistency stop: 5e-08 eV per atom in the density residual
occupations: fixed
spin: none
net charge: 0

Cell vectors (angstrom)
a 10.938 0 0
b 0 10.938 0
c 0 0 31.5132

Atoms and the computed forces on them: element, x, y, z (angstrom), force x, y, z (eV/angstrom)
Si 0.5434 10.5272 24.2356 0.008 0.0067 0.009
Si 6.1454 10.5387 23.9347 0.0094 0.0104 0.011
P 2.2599 3.2643 24.0998 0.0081 0.0007 0.0036
P 7.7351 3.3159 24.0857 0.0069 0.0039 0.0059
P 0.5341 4.9148 24.0712 -0.0007 0.0006 0.0118
P 5.9776 4.9332 24.0888 -0.0103 -0.0035 0.0072
Si 2.321 8.7058 24.045 -0.003 -0.0067 0.0093
Si 7.7041 8.6006 24.1007 -0.0098 -0.0096 0.0064
Si 1.4399 1.4675 25.4308 0.0078 -0.0038 0.0037
Si 6.9083 1.4613 25.3125 0.0069 -0.0129 0.0025
Si 4.1207 4.0949 25.3753 0.0001 0.0055 0.0033
Si 9.5977 4.1194 25.3715 0.0004 -0.001 0.0045
Si 1.4005 6.7752 25.2904 -0.006 0.0053 0.001
Si 6.8069 6.7524 25.3735 -0.0046 0.0014 0.0004
Si 4.1848 9.6421 25.2389 -0.0002 -0.004 0.003
Si 9.591 9.5288 25.3383 -0.0002 0.0029 0.0087
Si 2.8204 0.0327 26.7161 -0.0096 0.008 -0.0105
Si 8.2483 0.0267 26.7063 -0.0119 0.0053 -0.0171
Si -0.0393 2.711 26.7511 -0.0005 0.0054 -0.0016
Si 5.4448 2.6804 26.7198 -0.0002 0.0014 0.0016
Si 2.7859 5.5034 26.721 -0.0027 -0.0037 -0.0003
Si 8.252 5.5007 26.7389 -0.0025 -0.002 0.0017
Si -0.0021 8.1306 26.7052 0.0041 -0.0083 -0.0063
Si 5.4304 8.1836 26.6966 0.0103 -0.0017 -0.0085
Si 4.1018 1.3673 28.095 0.1636 -0.0774 0.5825
Si 9.5708 1.3673 28.095 -0.0772 -0.1538 0.4478
Si 1.3673 4.1018 28.095 0.0284 0.1392 -0.3596
Si 6.8362 4.1018 28.095 0.0435 -0.0826 -0.4396
Si 4.1018 6.8362 28.095 0.02 0.2665 0.3272
Si 9.5708 6.8362 28.095 0.1764 0.0778 0.4707
Si 1.3673 9.5708 28.095 0.1517 -0.0621 -0.5594
Si 6.8362 9.5708 28.095 0.0045 0.0265 -0.4733
Si 0 0 29.4622 -0.0261 0.0627 -0.0132
Si 5.469 0 29.4622 -0.0264 0.0776 0.0254
Si 2.7345 2.7345 29.4622 0.0366 -0.0232 -0.0352
Si 8.2035 2.7345 29.4622 -0.0178 -0.0493 0.0114
Si 0 5.469 29.4622 -0.0112 0.0516 0.0304
Si 5.469 5.469 29.4622 0.0135 0.063 -0.0078
Si 2.7345 8.2035 29.4622 0.0225 -0.0235 0.0184
Si 8.2035 8.2035 29.4622 0.0584 0.0089 -0.0364
Si 1.3673 1.3673 30.8295 0.0536 0.0147 -0.0028
Si 6.8362 1.3673 30.8295 0.0465 -0.0231 -0.0003
Si 4.1018 4.1018 30.8295 -0.0755 -0.0439 -0.0072
Si 9.5708 4.1018 30.8295 0.0043 -0.0321 -0.0066
Si 1.3673 6.8362 30.8295 -0.0118 0.0179 -0.001
Si 6.8362 6.8362 30.8295 0.0292 0.0292 0.0024
Si 4.1018 9.5708 30.8295 -0.0061 -0.0226 -0.0103
Si 9.5708 9.5708 30.8295 -0.0371 -0.0422 0.0054
Si 2.7345 0 0.6835 0.0295 -0.0089 0.0052
Si 8.2035 0 0.6835 0.0241 0.0975 0.0032
Si 0 2.7345 0.6835 -0.0802 -0.0136 0.0155
Si 5.469 2.7345 0.6835 0.0171 -0.0129 -0.0042
Si 2.7345 5.469 0.6835 0.0396 0.0768 -0.0068
Si 8.2035 5.469 0.6835 0.0222 -0.0119 0.0053
Si 0 8.2035 0.6835 0.0326 -0.0369 0.0056
Si 5.469 8.2035 0.6835 -0.0854 0.0032 0.0114
Si 4.1018 1.3673 2.0507 -0.0473 0.0393 0.0337
Si 9.5708 1.3673 2.0507 -0.0601 -0.0432 -0.0036
Si 1.3673 4.1018 2.0507 0.0587 -0.0436 -0.0017
Si 6.8362 4.1018 2.0507 0.0371 -0.055 -0.0034
Si 4.1018 6.8362 2.0507 -0.0717 -0.0465 -0.0168
Si 9.5708 6.8362 2.0507 -0.0317 0.032 0.0356
Si 1.3673 9.5708 2.0507 0.0062 -0.0114 0.0149
Si 6.8362 9.5708 2.0507 0.0648 -0.0319 0.0019
Si 0 0 3.418 -0.2258 -0.1405 0.1823
Si 5.469 0 3.418 0.0113 -0.0058 0.5982
Si 2.7345 2.7345 3.418 0.0518 0.1045 -0.5497
Si 8.2035 2.7345 3.418 -0.1828 -0.0657 -0.6606
Si 0 5.469 3.418 0.0018 0.0456 0.6127
Si 5.469 5.469 3.418 -0.0782 0.1496 0.3765
Si 2.7345 8.2035 3.418 -0.022 -0.2533 -0.4128
Si 8.2035 8.2035 3.418 -0.0577 0.0021 -0.3311
Si 1.3798 1.3977 4.7262 0.0036 0.0036 -0.0011
Si 6.867 1.4291 4.8132 -0.0091 -0.0033 0.0132
Si 4.0494 4.0919 4.7763 -0.0073 -0.0046 0
Si 9.5 4.0618 4.7806 0.0058 0.0107 0.0143
Si 1.3952 6.8893 4.8386 0.0004 -0.0065 0.0186
Si 6.8496 6.8919 4.7955 0.0036 0.0046 -0.0038
Si 4.0828 9.4864 4.7994 0.0086 0.0022 0.0191
Si 9.5234 9.5406 4.7946 -0.0044 -0.0022 -0.0027
Si 2.6347 -0.05 6.0492 -0.0082 -0.0084 -0.0051
Si 8.2415 0.0231 6.1852 -0.0028 0.0096 0.0053
Si -0.0397 2.6541 6.0967 -0.0101 -0.0035 0.003
Si 5.437 2.8114 6.1671 0.0134 0.0025 -0.0044
Si 2.7719 5.4649 6.2111 0.0018 0.0112 -0.0051
Si 8.1113 5.4515 6.1541 -0.0011 -0.0107 -0.0043
Si -0.0404 8.2515 6.2237 0.0112 0.0034 -0.0027
Si 5.4835 8.1639 6.2673 -0.0131 -0.0003 -0.0058
Si 4.4372 0.9014 7.3024 0.0021 0 -0.0052
P 10.0948 0.853 7.4235 0.0082 -0.0029 -0.0109
Si 0.8158 4.51 7.3783 0.0001 -0.0005 -0.0087
P 6.2993 4.6176 7.4547 -0.0048 0.003 -0.0053
P 4.6207 6.2959 7.4805 0.0015 -0.0001 0.0001
Si 9.9755 6.3041 7.4589 -0.0009 -0.0028 -0.0044
P 0.8413 10.1104 7.4213 -0.0017 -0.0017 0.0007
Si 6.3312 10.1802 7.5196 0.0049 -0.0009 -0.0099
O 9.5051 6.4553 9.0456 -0.001 0.0035 0.0026
O 0.956 3.8566 8.8966 -0.0012 -0.0021 0.001
O 3.6261 1.1655 8.7224 -0.0006 -0.0022 -0.0025
O 6.7288 10.1882 9.1448 0.0017 -0.0041 0.0022
O 11.0423 0.2001 22.7775 -0.0017 -0.0031 0.0012
O 2.9019 8.4147 22.505 0.0026 0.0033 -0.0023
O 6.1155 10.917 22.2755 -0.0033 0.0007 0.001
O 7.8809 8.0741 22.5376 0.004 0.0031 -0.0048
Si 3.9825 10.589 19.0279 0.0005 0.0001 -0.0031
Si 8.319 7.7725 21.0189 -0.0004 0.0013 0.0036
Si 6.5866 4.8214 17.9144 0 -0.0007 -0.0014
Si 3.9504 9.3157 14.5521 -0.0003 0.0015 -0.0012
Si 10.9241 9.2283 19.9238 -0.0003 -0.0016 -0.0017
Si 3.5727 1.4952 10.2991 -0.0017 0.0012 0.0103
Si 2.699 1.3717 16.9148 0.0004 0.002 -0.0019
Si 9.2627 5.5754 19.4289 -0.0014 -0.0003 -0.0039
Si 4.9258 7.7943 12.0384 -0.0004 0.0015 0.0045
Si 8.9944 6.9964 10.4885 0.0004 0.0015 0.0051
Si 7.7244 1.4434 15.5692 0.0002 0.0002 -0.0015
Si 7.1409 0.5448 21.1064 0.0006 -0.001 -0.0015
Si 2.5686 7.4281 16.3928 0.0001 -0.0003 0.0005
Si 10.2381 0.6925 21.4813 -0.0029 -0.0023 -0.0055
Si 10.6169 7.7292 17.425 0.0006 0.0004 -0.0008
Si 3.9349 6.4558 18.858 -0.0011 0.0004 -0.0036
Si 2.4671 6.2866 11.9743 -0.0013 -0.001 0.0026
Si 5.8685 2.5822 11.9073 -0.0019 -0.0006 0.0045
Si 0.1856 8.2493 12.4781 -0.0003 -0.0006 0.003
Si 6.954 5.3229 12.1441 -0.0002 0.0005 0.0044
Si 1.4629 3.8166 10.4288 0.0003 0.0017 0.0067
Si 6.7394 9.7491 16.0904 0.0002 0.0006 -0.0005
Si 2.979 4.9811 14.5639 -0.0009 0.0001 -0.001
Si 8.9016 8.2369 14.8207 0.0019 0.0004 0.0004
Si -0.0879 4.0974 14.9714 0.0002 -0.0006 -0.0005
Si 2.1203 10.8218 12.4867 0.0005 0.0021 0.0042
Si 5.5225 2.4458 19.5516 0.0013 0 -0.0041
Si 7.9425 5.3909 14.9825 -0.0011 -0.0012 0.0015
Si 6.6513 9.232 18.9836 0.0008 0.0002 -0.0008
Si 10.9861 2.9918 19.8599 -0.0017 -0.0023 -0.0031
Si 4.8708 2.488 14.9053 -0.0011 -0.0002 -0.0013
Si 2.9461 3.5974 19.1992 0 0.0005 -0.005
Si 2.8028 8.4907 20.8832 -0.0023 -0.0005 -0.0028
Si 10.6668 2.1043 16.9494 -0.0004 0.0008 -0.0005
Si 6.9883 9.4753 10.5885 0.002 0.0006 0.004
Si 0.0388 2.1015 12.5965 0.0017 0.0013 0.0043
Si 8.2473 0.8363 12.4528 0 -0.0008 0.004
O 8.8438 6.2435 20.8588 0.0006 0.0002 0.0008
O 4.8287 1.0148 19.2264 -0.0014 -0.0003 0.004
O 9.888 6.6418 18.3757 0.0028 0.0006 0.0024
O 6.0574 6.659 12.1638 0.0001 -0.0001 -0.0022
O 0.3233 3.1736 11.4019 -0.0008 -0.0011 -0.0023
O 5.2052 9.7294 15.5226 0 0.0005 0.0015
O 7.1175 8.8859 17.4436 0.0003 0.0002 0.0004
O 10.4345 2.279 21.2051 0.001 0.0018 0.0026
O 6.0787 3.2755 18.2347 0.0004 0.0018 0.0025
O 5.0599 9.412 18.7424 -0.0008 0.0004 0.0032
O 8.0443 0.8949 14.0702 -0.0001 0.0008 0.0006
O 7.0769 0.3272 16.5521 0.0002 0.0001 0.0028
O 2.9409 2.7292 17.8073 -0.0004 -0.0017 0.0012
O 3.5566 7.2939 11.2808 0.0004 0.0007 -0.0009
O 0.0748 3.6325 16.5194 -0.0004 0.0008 0.002
O 2.7982 2.9035 10.5616 0.0011 0 -0.004
O 8.6391 0.4936 21.7415 0.0021 0.0015 0.0025
O 1.3596 1.2361 13.0015 -0.0004 -0.0001 -0.0005
O 7.9256 4.9362 18.8041 -0.0001 0.0013 0.0026
O 1.3178 7.11 12.8112 -0.0004 0.0008 -0.0004
O 10.4737 2.908 13.9201 0.0001 0.0023 0.0012
O 9.1813 1.8011 16.2748 -0.0009 0.0002 0.0015
O 6.4366 2.4971 15.463 0.0001 0.0007 0.0012
O 4.5349 8.17 13.5691 -0.0004 0.0004 0
O 7.2817 4.7154 13.6462 0.0007 0.0007 0.0004
O 3.7572 7.2781 20.2827 0.0005 -0.0009 0.0031
O 1.2205 8.3209 20.4929 -0.0018 0.0007 0.0028
O 2.9711 10.9385 17.7902 -0.0014 0.001 0.0022
O 5.0472 2.2271 13.2931 0.0004 0.0011 0.0004
O 4.2836 3.3511 20.1271 -0.0008 0.0004 0.0044
O 7.7745 9.3988 14.8821 0.0005 -0.0008 0.0016
O 7.4124 2.0909 11.8746 -0.0003 0.0003 -0.0021
O 10.5436 2.0841 18.5678 -0.0003 -0.0002 0.0005
O 10.0283 8.4618 13.6714 -0.0018 -0.0001 0.0021
O 1.0181 7.1155 16.7444 0.0005 0.0018 0.0021
O 1.7715 5.3618 10.8417 0.001 0.0011 -0.0027
O 9.6518 8.1847 16.2351 -0.0018 -0.0003 0.0024
O 10.2894 7.708 11.1905 -0.0004 0 -0.003
O 5.1082 1.7217 10.766 -0.0001 0.0017 -0.0047
O 1.0911 1.2592 16.4785 -0.0005 0.0002 0.0022
O 2.7353 8.7818 15.5063 -0.0003 -0.0006 0.0023
O 3.8239 1.4524 15.6899 0.0005 0.0015 0.0004
O 5.4327 5.8958 18.4228 0 -0.0001 0.0028
O 10.9427 10.8212 20.2419 0.0007 0.0007 0.0048
O 7.7609 10.4085 11.6954 0.0006 0.0015 -0.0011
O 8.3446 5.7397 11.3493 -0.0009 0.0002 -0.0028
O 10.3843 4.4742 19.7349 -0.0023 0.0013 0.0043
O 6.696 2.0703 20.6374 -0.001 0.0009 0.0045
O 3.2221 6.2111 15.5666 -0.0002 0.0026 0.0019
O 7.2167 10.5707 19.7391 -0.0011 -0.0021 0.0018
O 2.9027 5.1856 18.8497 -0.0004 0.001 0.0037
O 6.005 4.1589 11.489 0.0003 0.0004 -0.0013
O 3.1978 10.0046 20.3422 -0.0002 0.001 0.0033
O 1.0173 9.6351 12.2336 -0.0008 -0.0003 -0.0015
O 2.8532 0.2483 11.072 -0.0005 0.0006 -0.0049
O 3.2599 10.4532 13.6016 0.0008 -0.0002 0.001
O 7.0785 7.9945 19.9603 -0.0023 0.0015 0.0031
O 10.9204 9.0659 18.305 0 -0.0022 -0.0001
O 4.0849 3.9067 15.0674 -0.0003 0.0001 0.0011
O 7.9221 6.964 14.6214 0.0008 0.0003 -0.001
O 3.4174 7.5431 17.7636 -0.0032 0.0005 -0.0006
O 7.0727 5.0729 16.3481 0.0004 0.001 -0.0002
O 7.8618 8.1409 10.2809 -0.0009 -0.0004 -0.0036
O 1.6536 3.1339 20.0478 0.0003 0.0006 0.0037
O 9.5569 8.7391 20.6361 -0.0005 0.0001 0.0019
O 9.8216 1.0593 12.1186 -0.0012 0.0007 -0.0024
O 1.3801 4.6368 14.5466 0.0004 0 0.0012
O 3.3094 5.3487 13.0145 0.0006 -0.001 0.0009
O 5.5354 9.0587 11.2155 0 -0.0005 -0.002
O 9.5519 5.077 15.0327 -0.0005 0.0009 0.001

Results
free energy: -129869.535 eV
free energy less fixed offsets of O -568.88, P -755.39, Si -635.61 eV per atom: -2.525 eV

The program warned: the cutoff lies below the one the program advises for these potential files; the exchange-correlation potential is rough where the density is thin.
